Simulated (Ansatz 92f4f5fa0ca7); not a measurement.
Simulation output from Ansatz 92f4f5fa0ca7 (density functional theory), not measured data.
Periodic cell of 442 atoms, Si288O154, from a study of silicon, its oxide and their interface. The atomic structure is a simulated model.
Doubt: the cutoff is far below the 930 eV that the study's wrapper takes by default for these files, so forces and energies are approximate.
This geometry differs little from another in the collection (a relaxation step or a small displacement).

Settings
functional: PBE
potential files: Ansatz PAW
basis: plane waves
wave-function cutoff: 580 eV
density cutoff ratio: 5
exchange-correlation grid ratio: 1
k mesh: 1 x 1 x 1, Gamma-centred
self-consistency stop: 5e-08 eV per atom in the density residual
occupations: fixed
spin: none
net charge: 0

Cell vectors (angstrom)
a	15.4687	0	0
b	0	15.4687	0
c	-6.1556	-0.6859	33.4491

Atoms and the computed forces on them: element, x, y, z (angstrom), force x, y, z (eV/angstrom)
Si	-6.192	-1.002	24.512	0.011	0.029	0.041
Si	-6.094	3.551	24.706	0.032	-0.037	0.112
Si	-6.104	6.671	24.598	-0.017	0.055	0.039
Si	-6.117	-4.13	24.697	-0.017	-0.044	0.044
Si	-2.285	-1.267	24.691	0.023	-0.045	0.028
Si	-2.156	3.418	24.689	0.028	-0.019	0.021
Si	-2.277	6.569	24.57	0.032	0.025	0.069
Si	-2.428	-3.769	24.449	-0.018	0.04	0.032
Si	1.496	-0.355	24.672	0.008	-0.039	0.028
Si	1.586	2.815	24.601	-0.014	0.028	0.038
Si	1.521	7.409	24.669	0.011	-0.034	0.056
Si	1.659	-4.898	24.638	-0.01	0.023	0.01
Si	-10.091	-1.061	24.648	-0.013	0.039	0.025
Si	-9.864	3.482	24.572	-0.043	-0.026	0.082
Si	-10.09	6.637	24.575	-0.001	0.046	0.029
Si	-10.146	-4.208	24.631	-0.004	-0.04	0.003
Si	-4.251	-0.708	25.886	-0.02	0.001	-0.004
Si	-4.139	3.22	25.966	-0.059	-0.028	-0.025
Si	-4.185	6.989	25.919	-0.009	0.037	-0.017
Si	-4.168	-4.406	25.962	0.004	-0.004	-0.008
Si	-0.407	-0.707	26.015	-0.011	-0.035	0
Si	-0.267	3.185	26.03	0.005	-0.011	-0.002
Si	-0.405	7.07	25.954	-0.013	0.001	-0.02
Si	-0.443	-4.492	25.707	0.013	0.016	0.014
Si	3.454	-0.719	25.964	0.003	0.009	-0.008
Si	3.587	3.12	25.833	0.04	0.024	-0.024
Si	3.486	6.988	25.936	-0.011	0.018	-0.016
Si	3.494	-4.589	26.063	-0.001	0.006	0.003
Si	-8.107	-0.715	25.893	0.001	0.038	-0.004
Si	-8.028	3.257	26.012	0.01	-0.024	-0.021
Si	-8.103	7.026	25.844	0.012	0.029	-0.007
Si	-8.134	-4.505	25.88	0.028	-0.023	0
Si	-4.219	1.242	27.253	0.009	0.013	0.008
Si	-4.185	5.124	27.366	0.039	-0.002	0.071
Si	-4.19	9.011	27.204	0.003	-0.015	-0.006
Si	-4.246	-2.553	27.384	0.045	-0.004	0.028
Si	-0.396	1.24	27.356	-0.035	0.027	0.015
Si	-0.295	5.145	27.343	0.016	0.005	0.016
Si	-0.442	9.064	27.212	-0.026	-0.017	0.011
Si	-0.333	-2.675	27.287	-0.013	0.009	-0.02
Si	3.549	1.236	27.284	0.014	-0.01	0.03
Si	3.491	5.045	27.269	-0.021	-0.019	0.02
Si	3.557	8.915	27.337	0.028	-0.016	0.014
Si	3.445	-2.629	27.361	-0.021	-0.002	0.029
Si	-8.085	1.243	27.256	0.003	0.001	-0.005
Si	-8.076	5.177	27.35	-0.016	-0.007	0.055
Si	-8.094	8.986	27.205	0.003	0.001	0.004
Si	-8.109	-2.614	27.315	-0.009	-0.01	0.059
Si	-6.153	1.243	28.631	-0.011	-0.004	0.003
Si	-6.139	5.133	28.702	-0.01	-0.006	-0.014
Si	-6.144	8.992	28.581	-0.013	0.003	0.005
Si	-6.187	-2.614	28.705	-0.023	-0.002	0
Si	-2.325	1.254	28.691	0.017	-0.001	-0.005
Si	-2.245	5.13	28.696	-0.03	0.005	-0.016
Si	-2.31	9.015	28.65	0.017	0.006	0.003
Si	-2.271	-2.601	28.671	-0.02	0.005	-0.011
Si	1.589	1.234	28.65	0.016	-0.003	0.009
Si	1.612	5.101	28.701	-0.005	-0.001	-0.004
Si	1.542	8.979	28.599	0.002	0.008	0.014
Si	1.543	-2.65	28.718	0.026	-0.009	0.002
Si	-10.002	1.243	28.66	-0.017	0.003	0.003
Si	-10.04	5.116	28.656	0.02	0.001	-0.008
Si	5.49	8.963	28.671	-0.013	0.003	0.004
Si	-10.047	-2.613	28.671	0.021	0.006	-0.001
Si	-6.16	-0.672	30.036	0.004	0.004	0.011
Si	-6.157	3.174	30.025	0.006	0.005	0.014
Si	-6.148	7.081	30.021	0.003	0.002	0.014
Si	-6.157	-4.571	30.019	0.002	-0.001	0.011
Si	-2.282	-0.681	30.044	-0.004	-0.004	0.005
Si	-2.291	3.192	30.045	-0.003	0	0.006
Si	-2.282	7.075	30.031	-0.002	-0.005	0.007
Si	-2.296	-4.535	30.033	-0.003	-0.003	0.004
Si	1.574	-0.69	30.036	-0.002	0.001	0.007
Si	1.578	3.16	30.038	0.003	0.012	0.009
Si	1.577	7.061	30.02	-0.004	-0.012	0.008
Si	1.576	-4.592	30.036	0.001	0.007	0.004
Si	-10.022	-0.684	30.036	-0.003	-0.001	0.004
Si	-10.02	3.182	30.026	0.002	-0.005	0.007
Si	5.448	7.037	30.038	-0.003	0.003	0.004
Si	-10.02	-4.557	30.027	0.002	-0.006	0.006
Si	1.928	-0.005	3.415	0.002	-0.002	0.002
Si	1.938	3.838	3.411	-0.003	0.007	0.001
Si	1.942	7.737	3.4	0.002	0.001	-0.001
Si	1.944	-3.854	3.422	0.001	-0.012	0
Si	5.801	0.026	3.423	-0.001	-0.003	-0.006
Si	5.795	3.827	3.417	0.002	0.008	-0.003
Si	5.795	7.755	3.405	0.001	-0.001	-0.003
Si	5.8	-3.87	3.413	0.003	0.003	-0.005
Si	9.669	0.015	3.418	0	0	0
Si	9.663	3.859	3.423	0.001	0	0
Si	9.661	7.74	3.4	-0.002	0.007	0
Si	9.657	-3.852	3.436	-0.002	-0.003	-0.002
Si	-1.931	0.036	3.424	0	0.001	-0.006
Si	-1.928	3.808	3.419	0.001	0.005	-0.007
Si	-1.927	7.732	3.401	0.004	-0.003	-0.007
Si	-1.935	-3.876	3.402	-0.002	-0.001	-0.005
Si	1.877	1.909	4.802	0.011	-0.006	0.008
Si	1.989	5.788	4.722	-0.021	-0.006	0.012
Si	1.942	9.666	4.766	0	0.009	-0.001
Si	1.989	-1.918	4.795	-0.031	0.007	0.02
Si	5.782	1.925	4.86	-0.004	-0.001	0.007
Si	5.782	5.792	4.697	0	-0.007	0.014
Si	5.8	9.677	4.798	-0.002	-0.001	-0.007
Si	5.798	-1.92	4.742	0.005	0.006	0.008
Si	9.719	1.931	4.814	-0.004	-0.001	0.006
Si	9.616	5.812	4.748	0.034	-0.004	0.021
Si	9.659	9.657	4.778	-0.01	-0.001	-0.004
Si	9.607	-1.895	4.796	0.031	-0.001	0.018
Si	-1.932	1.921	4.895	-0.001	-0.005	0.001
Si	-1.906	5.764	4.696	-0.002	0.002	0.017
Si	-1.928	9.662	4.773	0	0.004	-0.003
Si	-1.935	-1.92	4.713	-0.017	-0.001	0.016
Si	0.009	1.884	6.297	-0.001	0.01	-0.006
Si	0.053	5.725	6.019	0.013	-0.002	-0.022
Si	0.012	9.633	6.128	0.008	-0.018	0.003
Si	0.001	-1.959	6.055	0.034	0.003	-0.03
Si	3.767	1.883	6.189	-0.015	0.022	-0.004
Si	3.91	5.788	6.103	0.014	0.015	-0.01
Si	3.855	9.699	6.15	-0.007	-0.008	0.008
Si	3.949	-1.866	6.182	0.004	-0.001	0.006
Si	7.795	1.932	6.167	0.014	-0.006	-0.007
Si	7.645	5.836	6.093	-0.023	0.007	-0.01
Si	7.735	9.661	6.166	0.015	0.009	-0.01
Si	7.647	-1.876	6.182	-0.012	-0.016	-0.017
Si	-3.862	1.952	6.303	-0.001	-0.009	-0.014
Si	-3.861	5.771	5.995	-0.015	-0.002	-0.038
Si	-3.865	9.644	6.123	-0.001	0.008	0.006
Si	-3.873	-1.877	6.056	-0.022	-0.002	-0.052
Si	0.058	-0.16	7.579	0.01	0.01	0.007
Si	0.034	3.924	7.561	-0.018	-0.011	-0.01
Si	0.003	7.624	7.379	-0.014	0.019	0.008
Si	0.043	-3.871	7.436	-0.015	-0.008	0.013
Si	3.881	0.013	7.695	0.004	-0.005	0.005
Si	3.815	3.86	7.472	0.027	-0.032	-0.009
Si	3.894	7.725	7.456	-0.006	0.001	0.001
Si	3.897	-3.81	7.514	-0.013	0.004	-0.006
Si	7.643	0.048	7.619	-0.023	0.021	0.005
Si	7.765	3.921	7.452	0.005	0.002	0.013
Si	7.644	7.719	7.544	0.008	-0.017	-0.001
Si	7.712	-3.847	7.494	-0.002	0.006	0.02
Si	-3.864	-0.065	7.597	0.025	0.027	-0.001
Si	-3.853	4.007	7.558	0.001	0.006	0.025
Si	-3.841	7.642	7.397	-0.005	0.005	0.01
Si	-3.876	-3.821	7.355	0	-0.021	0.006
Si	1.966	-0.869	8.859	-0.009	-0.033	0.001
Si	1.954	4.286	8.93	-0.007	-0.005	0.017
Si	1.943	7.432	8.701	-0.001	0.007	-0.042
Si	1.949	-3.36	8.742	0.011	0.054	-0.021
Si	5.772	0.913	8.953	0.006	0.045	-0.044
Si	5.792	3.369	8.623	-0.017	-0.042	-0.011
Si	5.699	8.116	8.946	-0.006	-0.027	-0.033
Si	5.816	-4.127	8.877	0.02	0.012	-0.038
Si	-5.862	-0.426	8.845	0.005	0.023	0.041
Si	-5.838	4.694	8.719	0.007	0.026	-0.021
Si	-5.803	7.17	8.597	0.002	-0.043	-0.024
Si	-5.769	-3.573	8.719	-0.015	-0.021	-0.026
Si	-1.895	-0.558	8.863	-0.016	0.016	-0.011
Si	-1.879	4.609	8.764	-0.011	0	0.006
Si	-1.897	7.102	8.655	0.01	-0.024	-0.025
Si	-1.952	-3.673	8.662	0.016	-0.028	-0.038
Si	-4.222	-0.686	31.4	-0.008	-0.011	0.008
Si	-4.222	3.181	31.4	-0.062	0.001	0.018
Si	-4.222	7.048	31.4	0.027	0.135	-0.04
Si	-4.222	-4.553	31.4	-0.073	-0.028	-0.019
Si	-0.355	-0.686	31.4	0.032	0.13	0.1
Si	-0.355	3.181	31.4	-0.002	-0.1	0.058
Si	-0.355	7.048	31.4	0.045	0.075	-0.015
Si	-0.355	-4.553	31.4	-0.047	-0.105	-0.006
Si	-11.956	-0.686	31.4	-0.009	0.015	0
Si	-11.956	3.181	31.4	0.036	-0.076	-0.029
Si	3.512	7.048	31.4	-0.043	0.175	-0.041
Si	-11.956	-4.553	31.4	0.029	-0.131	-0.032
Si	-8.089	-0.686	31.4	-0.022	0.064	0.051
Si	-8.089	3.181	31.4	0.002	-0.026	-0.03
Si	-8.089	7.048	31.4	0.076	0.002	-0.044
Si	-8.089	-4.553	31.4	0.02	-0.061	-0.058
Si	-4.222	1.248	32.768	0.02	-0.011	0
Si	-4.222	5.115	32.768	-0.042	-0.041	-0.009
Si	-4.222	-6.487	32.768	0.036	0	0.012
Si	-4.222	-2.619	32.768	-0.058	0.023	0.001
Si	-0.355	1.248	32.768	0	-0.015	0.027
Si	-0.355	5.115	32.768	-0.008	-0.028	-0.02
Si	-0.355	-6.487	32.768	-0.009	0.021	0.023
Si	-0.355	-2.619	32.768	0.022	0.017	-0.018
Si	-11.956	1.248	32.768	-0.005	-0.003	0.013
Si	3.512	5.115	32.768	-0.025	-0.037	-0.022
Si	-11.956	-6.487	32.768	0.026	-0.004	0.029
Si	3.512	-2.619	32.768	-0.003	0.037	-0.011
Si	-8.089	1.248	32.768	-0.026	-0.011	0.026
Si	-8.089	5.115	32.768	0.065	-0.003	-0.01
Si	-8.089	-6.487	32.768	-0.041	0.034	0.015
Si	-8.089	-2.619	32.768	0.047	-0.006	-0.015
Si	0	1.934	0.686	0.074	0.01	-0.046
Si	0	5.801	0.686	-0.027	0.019	0.016
Si	0	-5.801	0.686	0.05	-0.014	-0.02
Si	0	-1.934	0.686	-0.048	-0.004	0.007
Si	3.867	1.934	0.686	0.01	0.014	-0.053
Si	3.867	5.801	0.686	0.013	0.02	0.018
Si	3.867	-5.801	0.686	-0.008	-0.017	-0.03
Si	3.867	-1.934	0.686	0.009	-0.02	0.016
Si	7.734	1.934	0.686	-0.009	0.009	-0.051
Si	7.734	5.801	0.686	-0.024	0.022	0.023
Si	7.734	-5.801	0.686	-0.003	0.004	-0.028
Si	7.734	-1.934	0.686	-0.006	-0.019	0.022
Si	-3.867	1.934	0.686	-0.068	-0.002	-0.036
Si	11.602	5.801	0.686	0.04	0.033	0.005
Si	-3.867	-5.801	0.686	-0.044	-0.007	-0.007
Si	11.602	-1.934	0.686	0.036	-0.022	-0.003
Si	0	0	2.053	-0.033	0.059	-0.042
Si	0	3.867	2.053	0.039	-0.158	-0.05
Si	0	7.734	2.053	0.052	0.044	-0.151
Si	0	-3.867	2.053	0.083	0.048	-0.022
Si	3.867	0	2.053	-0.001	0.146	0.001
Si	3.867	3.867	2.053	0.001	-0.245	-0.099
Si	3.867	7.734	2.053	0.019	0.115	-0.212
Si	3.867	-3.867	2.053	0.025	-0.054	-0.076
Si	7.734	0	2.053	-0.005	0.193	-0.004
Si	7.734	3.867	2.053	-0.022	-0.226	-0.012
Si	7.734	7.734	2.053	-0.071	0.079	-0.152
Si	7.734	-3.867	2.053	0.014	-0.028	-0.017
Si	-3.867	0	2.053	0.03	0.07	0.014
Si	-3.867	3.867	2.053	-0.024	-0.124	0.041
Si	11.602	7.734	2.053	0.003	0.021	-0.094
Si	-3.867	-3.867	2.053	-0.129	0.001	0.02
Si	-11.402	3.964	18.348	0.001	0.001	-0.001
Si	2.417	3.117	11.873	-0.006	-0.017	0.004
Si	1.592	-5.657	10.847	-0.011	0.01	-0.001
Si	-3.868	2.001	15.636	0.003	-0.018	0.002
Si	5.468	4.069	11.641	-0.011	0.006	-0.013
Si	5.381	7.115	12.028	0.004	-0.015	-0.007
Si	3.589	-1.976	13.617	0	0.005	0.001
Si	2.997	8.659	13.364	-0.003	0.002	-0.001
Si	9.317	0.778	11.761	0	0.024	-0.006
Si	-6.433	3.312	17.054	0.005	-0.005	0.009
Si	-9.393	5.893	18.998	-0.005	0.008	-0.009
Si	5.844	-3.333	11.896	0	-0.001	-0.005
Si	-2.157	3.651	10.912	0.011	0	-0.009
Si	-3.41	5.602	12.833	0.008	-0.013	-0.01
Si	-3.719	8.687	12.693	-0.008	0.007	0.01
Si	-3.837	-0.196	13.476	0.005	0.017	0.003
Si	6.985	9.557	12.51	-0.007	-0.008	0.001
Si	-2.092	4.302	15.032	-0.001	-0.002	-0.003
Si	-1.545	9.432	10.762	0.011	-0.014	0.008
Si	-1.358	0.825	11.717	0.004	0.013	0.001
Si	1.47	0.419	18.643	-0.007	-0.003	-0.005
Si	-3.65	0.829	18.262	0.005	0.002	0.001
Si	-1.507	8.157	16.771	-0.003	0.002	0.008
Si	3.865	-4.592	15.311	0.004	-0.005	0.01
Si	-9.117	-0.008	19.765	0.01	0.007	0
Si	4.82	0.519	14.811	0.005	0.007	0.002
Si	-5.351	2.691	19.922	-0.003	-0.011	0.001
Si	9.498	9.432	10.775	-0.002	-0.007	-0.001
Si	-5.082	3.572	11.487	-0.011	0.005	-0.007
Si	0.927	4.192	14.428	0	-0.006	-0.002
Si	8.089	-3.606	13.899	-0.01	-0.007	0.004
Si	6.349	1.272	12.079	0.007	-0.005	-0.008
Si	-6.58	6.146	18.011	0.005	0.008	-0.001
Si	-8.204	0.9	16.858	-0.011	-0.003	0.005
Si	1.667	0.027	11.982	0.002	0.014	-0.016
Si	-4.566	-2.764	14.753	0	0.004	0.013
Si	-7.748	-2.692	19.084	0.002	-0.005	-0.004
Si	2.524	2.195	16.226	-0.005	-0.001	0
Si	-0.733	-3.017	20.612	-0.012	0.004	0.009
Si	1.047	7.205	15.433	0.006	-0.003	-0.001
Si	-2.586	7.504	21.57	-0.004	0.03	-0.003
Si	-2.426	1.048	22.587	-0.003	-0.004	-0.002
Si	-0.075	6.18	20.072	0	-0.002	-0.003
Si	-8.634	-4.134	16.534	0.002	-0.002	0.006
Si	3.058	-5.015	18.234	0.007	-0.007	0.001
Si	-1.337	0.019	19.934	-0.01	0.005	-0.001
Si	-4.283	5.446	19.963	-0.001	0.003	-0.009
Si	-5.93	-1.074	17.119	0.008	0	0.008
Si	-6.6	-6.456	22.719	-0.017	-0.006	0.007
Si	-5.642	1.299	22.5	0.01	-0.009	-0.008
Si	-6.451	-6.262	17.281	0.007	0	0.013
Si	-5.994	-4.998	20.166	0.005	-0.015	-0.003
Si	1.445	-2.706	22.49	0.001	-0.01	0
Si	1.023	8.248	18.264	0.002	0.001	-0.001
Si	-3.819	-5.664	15.558	-0.01	-0.018	0
Si	1.891	-2.557	19.521	0.002	0.003	0.012
Si	-1.994	5.411	17.931	-0.002	-0.008	0.004
Si	-11.569	1.399	20.049	0.001	0	0.003
Si	-11.698	5.845	20.484	-0.007	0.005	0.007
Si	1.594	5.151	22.423	-0.003	0.001	0.001
Si	-10.626	8.432	19.699	0.015	0.013	0.012
Si	-3.102	-4.795	21.366	-0.002	-0.016	-0.002
Si	-9.941	1.203	22.375	0.008	0.002	0.005
Si	-9.71	8.973	22.629	0.006	-0.004	-0.003
O	-8.865	0.826	21.176	0	-0.004	-0.002
O	-10.077	4.851	17.913	-0.002	-0.002	0.002
O	1.907	3.408	10.336	0.006	-0.012	0.021
O	1.973	5.898	9.359	0.005	0.001	0.024
O	1.959	-4.199	10.193	-0.007	-0.041	0.029
O	5.667	4.233	10.036	0.004	0.013	0.04
O	5.722	0.766	10.633	0.006	0	0.046
O	5.497	7.367	10.407	-0.002	-0.011	0.03
O	-9.831	-6.452	21.007	-0.007	-0.004	-0.014
O	5.695	-5.731	9.273	0.001	0.021	0.02
O	5.95	-3.203	10.261	-0.002	0.013	0.041
O	9.482	0.578	10.15	0	0.003	-0.001
O	9.646	-2.022	9.342	-0.004	-0.04	0.021
O	4.583	-2.428	12.387	-0.007	0.004	0.004
O	-5.108	-0.247	12.457	0.007	-0.005	-0.002
O	-5.701	8.012	10.029	0.001	0.025	0.031
O	-1.838	0.286	10.262	0.007	0.011	0.018
O	-6.529	4.944	16.883	0	0.001	0.003
O	-1.76	7.964	10.073	0.001	0.032	0.023
O	-1.931	-2.154	9.331	0.001	0.001	0.029
O	1.944	-0.419	10.447	-0.003	0	0.023
O	1.048	7.217	19.523	-0.005	-0.006	0.012
O	-1.26	7.06	20.75	0.01	-0.004	0.004
O	1.815	1.066	17.181	0.001	0.001	0.007
O	-5.891	-5.665	18.69	-0.007	-0.004	-0.007
O	-1.892	4.439	16.638	0.002	0.009	0.008
O	-2.37	6.909	17.387	0.003	0.003	0.003
O	3.903	7.506	12.625	-0.01	0.009	0.005
O	-1.114	-1.445	20.568	0.006	-0.008	0.009
O	-5.157	2.831	16.173	-0.003	-0.001	0.006
O	-9.534	2.503	23.273	0.011	-0.017	-0.03
O	-10.948	2.699	19.279	-0.002	0.004	0.007
O	-6.1	1.686	20.976	-0.003	0.012	-0.011
O	-2.938	2.95	14.711	0	-0.002	-0.001
O	-2.104	-0.393	23.285	-0.006	0.038	-0.026
O	-2.378	9.425	12.151	-0.015	0	0.01
O	3.12	4.992	19.224	0.002	-0.007	0.002
O	5.683	-4.938	12.233	0.004	0.005	-0.003
O	1.684	7.581	16.906	0.001	0	0
O	-0.065	-3.221	22.1	-0.004	-0.001	0.001
O	-0.68	4.14	14.27	-0.004	0.002	0.005
O	-3.104	4.887	18.986	0.01	0.007	0
O	-8.165	-6.474	23.117	0	0.001	0.008
O	1.296	5.618	15.138	0.001	0.008	-0.001
O	-4	1.98	19.356	0.005	-0.007	0.002
O	1.517	1.219	24.135	-0.003	0.016	-0.031
O	4.335	-1.033	14.721	0.003	0.001	-0.001
O	1.472	3.755	23.244	0.003	0.011	-0.008
O	-10.378	-5.165	23.294	-0.005	0.003	0.004
O	-1.988	-4.026	20.438	0.006	0.009	0.01
O	2.263	-2.362	21.112	0.003	0.003	-0.009
O	-4.309	0.724	14.738	0.003	0.019	0.017
O	-1.941	2.349	23.445	-0.004	-0.018	-0.006
O	-2.525	-6.088	16.456	-0.002	-0.001	-0.007
O	-9.71	7.485	18.72	0.002	-0.009	0.004
O	-3.753	8.813	14.288	-0.002	0.017	0.008
O	-5.9	-5.184	23.447	0.011	-0.008	-0.013
O	-6.165	-2.598	24.049	0.005	0.021	-0.031
O	-2.856	-4.31	22.92	-0.01	-0.016	-0.025
O	-11.37	1.562	21.659	-0.01	0	-0.001
O	1.296	6.448	23.353	0	-0.016	-0.017
O	-6.443	-6.249	21.122	0.006	0.013	-0.007
O	-8.754	-3.341	17.959	-0.002	-0.002	0
O	-10.117	-0.106	23.315	0.003	0.006	-0.007
O	-6.141	2.515	23.444	-0.006	-0.023	-0.042
O	-2.947	-6.415	21.221	0.005	-0.013	0.023
O	-2.929	5.564	14.397	0.009	-0.002	0.015
O	-2.329	7.446	23.178	-0.01	0.013	-0.038
O	-6.757	7.6	17.303	0	0	0.006
O	3.564	1.483	15.196	0.001	-0.001	0
O	1.432	-1.332	23.351	-0.001	-0.002	0.001
O	3.01	-3.522	18.864	0.003	-0.005	0.004
O	5.372	-4.349	15.872	-0.002	-0.003	-0.001
O	2.383	-5.79	12.253	0.012	-0.009	0.016
O	-8.582	-1.547	19.908	0	-0.006	0.01
O	-9.994	5.059	24.06	-0.003	-0.032	-0.032
O	2.328	-1.113	12.981	0.007	-0.009	-0.003
O	3.221	-3.34	14.458	0	-0.006	-0.001
O	-7.798	5.746	19.02	0	-0.003	0.009
O	0	-5.747	11.132	0.002	-0.001	-0.011
O	3.12	5.317	21.863	0.007	0.005	-0.001
O	-5.618	-4.707	9.906	0.003	0.003	0.004
O	-1.192	2.459	11.531	0.004	-0.012	0
O	-6.487	-2.037	18.301	0.001	0.003	0.003
O	-6.116	5.093	24.094	0.004	0.001	-0.036
O	-0.583	5.363	18.748	-0.011	0.005	0.005
O	9.655	-3.187	13.772	0.006	0.001	-0.002
O	-11.071	-5.776	18.774	-0.014	0.011	-0.002
O	-3.713	7.105	12.33	0.001	0.005	0
O	-2.103	-4.829	9.823	-0.005	-0.007	0.017
O	-2.188	4.974	24.098	-0.007	-0.009	-0.025
O	-11.839	7.472	20.266	-0.001	-0.008	0.009
O	7.639	-3.223	15.427	-0.004	-0.001	0.005
O	7.855	-5.234	13.721	0.009	0.012	0.004
O	2.075	-3.942	23.344	0.002	0.015	-0.002
O	-5.109	-2.01	16.087	-0.002	0.003	0.002
O	3.908	9.535	14.389	0.005	0.01	0.004
O	2.317	1.245	19.764	-0.001	-0.002	0.009
O	-4.569	-4.404	20.731	-0.003	0.004	0.014
O	-2.206	4.944	11.928	-0.012	0.019	0.015
O	-3.001	1.491	16.922	-0.006	-0.002	0.001
O	-10.748	0.062	19.537	-0.004	0	0.008
O	-10.072	5.531	20.46	0.004	-0.001	0.013
O	-10.132	-2.632	24.112	0.001	-0.007	-0.022
O	2.942	-4.884	16.617	0.002	0	0.001
O	-7.838	-5.534	16.818	-0.005	0.006	-0.001
O	9.635	2.322	12.184	0.003	-0.009	-0.011
O	-0.095	0.579	19.043	0.009	-0.001	0.009
O	-5.285	6.251	18.973	-0.003	-0.002	0.009
O	-3.777	6.476	21.119	0.002	-0.006	0.009
O	1.373	2.938	15.362	0.006	-0.006	0.003
O	-4.96	4.117	20.643	0	0.002	0.013
O	9.466	4.201	10.3	0.01	-0.007	0.03
O	-5.959	7.604	23.229	0.008	0.007	-0.009
O	-3.68	3.009	10.847	-0.013	-0.005	0.003
O	-4.031	1.173	22.441	0	0.001	0.021
O	-7.132	-3.808	20.12	-0.005	0.008	0.008
O	7.786	0.515	12.256	-0.007	0.003	-0.005
O	1.608	-6.485	24.135	0.001	0.009	-0.021
O	-2.491	0.424	12.813	-0.017	-0.011	0.008
O	-3.702	-4.083	15.168	0.001	0	-0.005
O	0.048	0.154	12.219	0.008	-0.007	-0.004
O	-1.662	1.066	21.146	0.013	-0.008	-0.003
O	1.58	4.025	12.942	-0.003	0.002	0.002
O	1.887	-1.158	18.685	-0.002	0.011	0.006
O	-2.589	-0.183	18.925	-0.003	0.006	0.007
O	-9.558	0.654	16.004	0.015	0.002	0.005
O	1.765	8	14.208	-0.007	-0.008	0.011
O	-4.985	0.016	17.857	-0.003	-0.005	0.001
O	7.924	9.529	11.175	-0.003	0.002	0.003
O	1.801	-5.893	18.748	0.003	0	0.004
O	5.706	5.537	12.322	0.001	0.008	-0.005
O	5.392	0.877	13.328	-0.015	-0.005	0.022
O	-8.42	0.703	18.471	0.003	0.001	-0.009
O	-4.769	4.711	12.614	0.001	-0.005	-0.008
O	-7.725	2.44	16.55	0.001	0	0.003
O	3.292	3.374	17.058	0	0	0.006
O	-6.312	2.992	18.65	-0.003	0.002	-0.005
O	-0.558	7.619	15.517	0.003	-0.002	-0.003
O	7.204	-2.858	12.717	0.01	-0.005	0.002
O	3.975	3.549	12.006	0.007	0.002	-0.005
O	-10.329	7.582	23.228	-0.004	0.007	-0.001
O	2.304	1.519	12.214	-0.001	0.005	-0.013
O	-6.243	-0.102	23.108	-0.003	0.01	-0.014
O	-0.509	8.7	17.936	-0.003	0	0.002
O	-7.109	-0.22	16.371	-0.002	0.002	0.002
O	-5.036	9.426	12.097	0.03	-0.009	0.012
O	-5.262	-5.932	16.234	0.011	0.001	-0.003
O	-3.574	-1.734	13.959	0	-0.013	-0.005
O	0.548	5.15	21.17	-0.007	0.009	-0.007
O	2.024	8.562	9.894	0	0.017	0.02
O	6.521	2.911	12.132	0.002	-0.007	-0.003
O	0.402	-3.264	19.455	0.004	0.001	0.005
O	6.483	8.042	12.822	0.003	0.004	0.001

Results
free energy: -270674.441 eV
free energy less fixed offsets of O -568.88, Si -635.61 eV per atom: -11.241 eV

The program warned: the cutoff lies below the one the program advises for these potential files; the forces do not sum to zero within the program's tolerance; the exchange-correlation potential is rough where the density is thin.
